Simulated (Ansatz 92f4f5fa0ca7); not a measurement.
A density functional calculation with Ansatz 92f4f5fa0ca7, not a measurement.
Periodic cell of 273 atoms, Si162O105As6, from a study of silicon, its oxide and their interface. The atomic structure is a simulated model.
Doubt: the cutoff is far below the 930 eV that the study's wrapper takes by default for these files, so forces and energies are approximate.

Settings
functional: PBE
potential files: Ansatz PAW
basis: plane waves
wave-function cutoff: 580 eV
density cutoff ratio: 5
exchange-correlation grid ratio: 1
k mesh: 1 x 1 x 1, Gamma-centred
self-consistency stop: 5e-08 eV per atom in the density residual
occupations: fixed
spin: none
net charge: 0

Cell vectors (angstrom)
a  11.6015  0  0
b  0  13.3963  0
c  0  0  31.1517

Atoms: element, x, y, z (angstrom)
As  -0.0657  -0.0444  24.1258
Si  3.844  -0.0599  24.3396
Si  7.6764  0.0484  24.6177
Si  1.8284  3.2296  24.1136
Si  5.8764  3.4166  24.4864
Si  9.4943  3.3537  24.469
As  -0.087  6.6824  24.1643
Si  3.8605  6.7108  24.2002
As  7.6978  6.6967  24.3873
Si  1.8109  10.0206  24.3861
Si  5.8364  10.106  24.6357
Si  9.6393  9.8629  24.55
Si  -0.0907  2.1808  25.069
Si  3.8422  2.2387  24.9498
Si  7.6817  2.2445  25.452
Si  1.8946  5.5116  24.9476
Si  5.7397  5.6441  25.2581
Si  9.6408  5.577  25.2741
Si  0.0122  8.8161  25.3031
Si  3.8158  8.9426  25.0677
Si  7.6812  8.8663  25.412
Si  1.8555  12.2787  25.1543
Si  5.7366  12.3301  25.3421
Si  9.6523  12.219  25.1086
Si  -0.0335  2.2152  27.5055
Si  3.8443  2.2376  27.4341
Si  7.7142  2.2391  27.756
Si  1.923  5.545  27.4357
Si  5.7574  5.6051  27.6217
Si  9.6624  5.5937  27.634
Si  0.0152  8.8835  27.6526
Si  3.8314  8.9222  27.514
Si  7.716  8.9044  27.7314
Si  1.8956  12.2798  27.5553
Si  5.7553  12.3055  27.6784
Si  9.6591  12.2525  27.5323
Si  1.9209  1.1279  28.3453
Si  5.7365  1.1454  28.4123
Si  9.6729  1.0842  28.395
Si  0.0064  4.446  28.3555
Si  3.8292  4.4415  28.3489
Si  7.7113  4.5027  28.4094
Si  1.9461  7.7517  28.3728
Si  5.7484  7.8241  28.4134
Si  9.6705  7.805  28.4355
Si  -0.0185  11.1446  28.3839
Si  3.8236  11.1456  28.3824
Si  7.7189  11.1766  28.4013
Si  1.9336  1.1164  30.7568
Si  5.8008  1.1164  30.7568
Si  9.6679  1.1164  30.7568
Si  0  4.4654  30.7568
Si  3.8672  4.4654  30.7568
Si  7.7343  4.4654  30.7568
Si  1.9336  7.8145  30.7568
Si  5.8008  7.8145  30.7568
Si  9.6679  7.8145  30.7568
Si  0  11.1635  30.7568
Si  3.8672  11.1635  30.7568
Si  7.7343  11.1635  30.7568
Si  0  0  0.3944
Si  3.8672  0  0.3944
Si  7.7343  0  0.3944
Si  1.9336  3.3491  0.3944
Si  5.8008  3.3491  0.3944
Si  9.6679  3.3491  0.3944
Si  0  6.6981  0.3944
Si  3.8672  6.6981  0.3944
Si  7.7343  6.6981  0.3944
Si  1.9336  10.0472  0.3944
Si  5.8008  10.0472  0.3944
Si  9.6679  10.0472  0.3944
Si  0.0346  0.0043  2.7697
Si  3.9151  0.0262  2.7308
Si  7.7601  0.0169  2.7427
Si  1.96  3.3509  2.7605
Si  5.7929  3.3611  2.7234
Si  9.6885  3.3539  2.7728
Si  0.0347  6.6652  2.7421
Si  3.8511  6.7198  2.7666
Si  7.758  6.7266  2.8044
Si  1.9769  10.0096  2.7691
Si  5.8205  10.0359  2.8077
Si  9.6592  10.0429  2.7875
Si  0.0421  2.2466  3.5984
Si  3.8946  2.2451  3.5676
Si  7.7142  2.2558  3.5091
Si  1.9534  5.5671  3.6041
Si  5.7821  5.5905  3.4845
Si  9.7128  5.5918  3.5865
Si  0.0102  8.8879  3.5055
Si  3.9058  8.9109  3.6997
Si  7.7398  8.9435  3.7425
Si  2.0102  12.2709  3.4639
Si  5.8323  12.3022  3.5361
Si  9.6864  12.2956  3.5761
Si  0.0755  2.2826  5.9995
Si  3.8889  2.2207  5.9554
Si  7.6847  2.2626  5.8718
Si  1.9672  5.5919  6.024
Si  5.7506  5.5451  5.8171
Si  9.7922  5.6165  5.9823
Si  0.032  8.8795  5.8566
Si  3.9843  8.8401  6.1799
Si  7.743  8.9388  6.2452
Si  2.1087  12.2482  5.7952
Si  5.8685  12.3518  5.9021
Si  9.7188  12.3087  5.9669
Si  1.9834  1.0096  6.7157
As  5.8059  1.1561  6.9492
Si  9.6614  1.2116  6.5956
As  0.0714  4.4817  7.0414
As  3.9045  4.4284  6.9437
Si  7.7553  4.5476  6.5624
Si  1.9253  7.8587  6.8295
Si  5.8808  7.5727  7.0008
Si  9.7531  7.8486  6.8853
Si  0.1315  11.1526  6.3643
Si  4.0338  11.1424  6.7604
Si  7.7649  11.29  6.8491
O  2.0486  0.6715  8.3617
O  4.3462  11.2042  8.4208
O  7.7524  4.8445  8.2118
O  9.8841  7.9587  8.5761
O  6.0108  6.8453  8.5777
O  1.69  7.9868  8.4911
O  9.3616  1.5545  8.1993
O  0.5507  10.962  7.9538
O  7.5344  11.8048  8.4571
O  6.2939  10.5664  23.0872
O  3.9625  13.0861  22.6697
O  6.3427  3.7631  22.8982
O  1.6564  3  22.4312
O  9.0398  3.4292  22.8381
O  7.51  0.3864  22.9978
O  1.445  9.9468  22.7332
O  4.0127  6.6905  22.4818
O  9.6712  9.3453  22.951
Si  3.3153  12.996  21.1661
Si  11.8298  1.7617  11.5003
Si  -0.7754  13.6222  15.6718
Si  7.2678  3.5907  11.3399
Si  8.8468  9.3189  14.944
Si  10.4238  0.9378  19.9419
Si  1.7394  3.9954  18.3659
Si  8.8585  10.268  11.9708
Si  4.9328  -2.9496  12.6765
Si  3.6052  0.4691  14.7698
Si  10.207  6.6777  15.4213
Si  11.0601  -0.9772  12.9233
Si  5.7788  7.154  18.6139
Si  13.4406  0.0275  9.8441
Si  7.6628  3.6028  21.9392
Si  11.4851  11.1249  9.42
Si  4.4646  -5.6256  21.3337
Si  1.5028  2.254  20.9814
Si  6.1774  -4.2326  16.3066
Si  -4.5461  5.8086  9.3445
Si  4.3996  4.8916  16.8782
Si  9.2515  15.0022  9.8113
Si  1.6536  8.7628  9.9305
Si  8.4646  -1.4115  9.7875
Si  9.4695  7.6578  10.1365
Si  2.0778  -2.2093  13.8014
Si  6.4275  9.908  21.6111
Si  -0.9816  11.9297  18.0746
Si  5.6845  -1.5442  15.3137
Si  1.3752  2.4852  15.6703
Si  6.8801  3.4459  15.857
Si  3.8457  11.0697  9.967
Si  5.6003  2.3717  13.4949
Si  10.9745  6.1919  18.3412
Si  -2.4163  8.9393  21.4578
Si  1.1777  4.3566  13.1858
Si  5.8456  7.567  13.6435
Si  4.0156  5.1144  13.8472
Si  8.0909  5.4299  13.7782
Si  7.5361  -0.881  17.442
Si  8.7451  15.108  17.4467
Si  13.7758  10.0224  21.2722
Si  11.49  9.1988  19.2776
Si  0.0942  8.9861  14.5035
Si  5.8225  -1.1909  19.8429
Si  7.8059  0.7174  21.4428
Si  8.4065  6.2081  20.2141
Si  0.2746  7.169  11.9769
O  9.3822  0.5551  21.1239
O  7.1529  -1.0624  15.8605
O  10.9435  -0.5115  19.3633
O  1.389  -3.4174  14.7285
O  -1.2523  9.2561  20.4047
O  11.4041  -0.7626  16.8313
O  6.4583  4.7401  10.4645
O  1.2011  2.9438  17.2249
O  7.4019  2.2524  21.05
O  8.7062  13.5277  10.2796
O  4.4706  1.1752  13.5407
O  -1.2097  9.8747  15.0033
O  -0.0292  1.8245  20.6478
O  1.9688  3.2677  19.799
O  7.255  6.7282  19.174
O  5.2056  -2.9347  16.058
O  -0.1433  7.7586  18.5009
O  0.6588  5.2141  18.5541
O  9.7621  1.8468  18.7244
O  5.0098  10.931  11.1118
O  3.7042  5.2874  15.4465
O  1.5951  7.6138  11.1046
O  2.3635  0.8799  20.9263
O  11.6272  7.5329  15.2963
O  8.2583  2.7683  10.3509
O  1.3007  9.4377  20.0276
O  7.7074  9.7414  16.0369
O  8.7694  7.3667  21.3098
O  2.7472  4.694  12.925
O  6.6618  2.2287  14.7571
O  3.0608  -0.9327  10.308
O  6.3166  2.427  12.023
O  11.179  0.5574  12.3886
O  5.9341  8.3637  21.7255
O  0.9027  11.6659  12.7873
O  7.2693  6.7936  13.321
O  3.3453  -2.9486  13.1046
O  5.9744  8.588  17.8219
O  8.0715  3.096  16.9327
O  7.5379  0.698  17.859
O  7.819  11.1647  11.0683
O  11.2053  10.4205  18.2314
O  13.2684  1.269  10.8926
O  5.4703  3.6715  16.6618
O  2.5228  11.5839  20.9734
O  5.2509  6.1144  17.5024
O  5.5412  10.7769  20.5678
O  4.6533  7.1765  19.8135
O  9.0006  11.8605  17.7857
O  0.4685  12.535  9.992
O  12.0735  5.792  12.8361
O  12.145  3.1572  12.2808
O  -2.6202  7.7505  15.3633
O  4.4485  13.0691  19.9736
O  7.325  4.8218  15.0953
O  -2.413  8.9905  11.0248
O  12.6987  3.8143  14.7397
O  11.5327  8.463  12.9485
O  9.8812  11.2841  9.3363
O  5.0315  3.8793  13.6713
O  3.1992  4.5375  17.9052
O  4.6945  13.0952  15.7115
O  3.4636  9.0411  21.3326
O  8.1534  6.7094  10.1403
O  7.9475  9.9158  21.0548
O  9.7877  5.8506  19.407
O  0.3509  9.7508  10.1728
O  10.0768  11.3446  12.1996
O  0.3005  1.3518  15.2539
O  7.0135  -0.3715  20.5584
O  5.5717  -4.4619  12.7755
O  -1.1235  12.653  14.4223
O  8.0994  4.3573  12.5426
O  9.6745  5.652  14.2368
O  5.6949  11.508  13.6957
O  -2.0975  1.012  16.1854
O  10.3423  5.9231  16.8533
O  5.8392  7.9899  15.2249
O  10.6645  6.8746  10.9256
O  10.7372  2.0278  10.3347
O  2.5555  12.6383  14.4295
O  8.3226  9.7269  13.4303
O  4.6378  6.5202  13.3138
O  6.3154  -1.5237  18.3232
O  7.8435  4.8817  20.9581
O  2.8325  1.7383  15.4697
O  2.9637  9.7044  10.0884

Results
free energy: -191838.513 eV
free energy less fixed offsets of As -4856.12, O -568.88, Si -635.61 eV per atom: -0.573 eV

Forces (eV/angstrom), in the order of the atoms: element, x, y, z
As  0.0903  -0.0141  -0.3334
Si  -0.1094  -0.1543  -0.5345
Si  0.068  0.1746  -0.4127
Si  -0.1664  -0.1034  -0.5074
Si  0.0869  0.3448  -0.3233
Si  -0.0686  0.0229  -0.4004
As  -0.0114  0.0046  -0.2085
Si  0.025  -0.0695  -0.4608
As  0.0716  0.13  -0.5366
Si  -0.2197  0.0108  -0.4495
Si  0.2093  0.2058  -0.1791
Si  0.0275  -0.2396  -0.5028
Si  -0.0075  0.0122  0.2956
Si  0.0201  -0.0035  0.1566
Si  0.0168  -0.0882  0.2004
Si  -0.1074  0.0885  0.3117
Si  0.0257  -0.1345  0.3969
Si  0.0601  0.1761  0.3875
Si  -0.1641  -0.0134  0.3071
Si  0.0355  -0.0799  -0.013
Si  0.0504  -0.1199  0.3045
Si  -0.0455  0.0713  0.2612
Si  0.0131  -0.1481  0.4273
Si  -0.0001  -0.117  0.4168
Si  0.0164  0.17  -0.0552
Si  -0.0583  -0.0157  0.0823
Si  -0.0219  0.0266  0.0465
Si  0.0874  -0.1346  -0.0459
Si  -0.16  -0.0708  -0.0355
Si  0.1005  -0.2215  -0.1276
Si  -0.0149  0.1059  -0.0619
Si  0.0439  -0.0063  -0.0158
Si  -0.0102  0.2052  -0.0478
Si  0.1064  -0.0321  0.0038
Si  0.0332  0.0247  0.0489
Si  -0.1229  -0.0865  -0.0086
Si  -0.0033  -0.0049  -0.1987
Si  0.0706  -0.0424  -0.0981
Si  0.0018  0.0169  -0.1652
Si  -0.0008  -0.0151  -0.0621
Si  -0.0022  0.0979  -0.0604
Si  -0.0171  -0.0094  -0.0289
Si  0.0085  0.0297  -0.1367
Si  -0.0066  -0.0362  -0.1047
Si  0.0242  0.0286  -0.1295
Si  0.0318  -0.0204  -0.1286
Si  -0.0064  0.0403  -0.1219
Si  -0.0363  -0.041  -0.0851
Si  0.0179  0.0464  -0.2325
Si  -0.2724  0.1069  0.1088
Si  0.0962  -0.1198  0.0488
Si  0.1404  -0.0206  -0.2831
Si  -0.1271  -0.14  -0.2695
Si  -0.0775  0.1159  0.249
Si  0.1145  -0.2045  -0.1823
Si  -0.2037  0.0289  0.2073
Si  0.0412  -0.0712  0.3716
Si  -0.0391  0.0548  0.1116
Si  -0.1197  -0.0907  0.0014
Si  0.0415  0.1086  0.0999
Si  -0.0124  0.0381  0.0457
Si  0.1598  0.1083  -0.2442
Si  0.0693  -0.0328  -0.1925
Si  0.0109  0.0805  0.0346
Si  -0.0757  -0.037  -0.27
Si  0.0947  0.0502  -0.0183
Si  0.0469  -0.0778  -0.1489
Si  -0.0808  0.1776  0.0716
Si  0.0944  0.1252  0.2975
Si  0.1851  -0.1244  -0.0162
Si  0.0463  -0.1316  0.2758
Si  -0.1357  -0.0372  0.1673
Si  0.0104  0.0808  0.1561
Si  -0.0375  -0.0054  0.039
Si  -0.0082  -0.0095  0.1607
Si  -0.0314  -0.0568  0.176
Si  0.0418  0.0232  0.1492
Si  0.0387  -0.0208  0.1802
Si  -0.0503  -0.0024  0.0278
Si  0.0536  -0.0321  0.0553
Si  -0.0334  0.0206  0.0985
Si  -0.0401  -0.0019  0.2331
Si  0.0044  0.0082  0.1722
Si  -0.0127  -0.0157  0.2088
Si  -0.0312  -0.1051  -0.0458
Si  -0.212  -0.116  0.0642
Si  0.0875  0.0944  0.0982
Si  -0.0019  0.1998  0.1697
Si  0.1292  0.0986  -0.004
Si  -0.0321  0.1448  -0.0112
Si  -0.0259  -0.0125  -0.0416
Si  0.0912  -0.0666  -0.0824
Si  -0.0187  -0.024  -0.1079
Si  0.0571  0.0253  -0.0605
Si  0.0267  -0.1361  0.0172
Si  0.0245  -0.0226  -0.0934
Si  0.0323  0.0224  -0.3377
Si  0.0377  0.0947  -0.3511
Si  0.0015  0.0188  -0.4068
Si  0.0588  -0.1687  -0.4014
Si  0.0319  -0.0261  -0.3142
Si  -0.0918  -0.1112  -0.4309
Si  -0.1283  -0.0498  -0.3868
Si  -0.1506  0.1392  -0.1535
Si  -0.0465  -0.0913  -0.2125
Si  -0.1395  -0.0083  -0.2762
Si  -0.0138  0.0656  -0.2959
Si  0.0287  0.0442  -0.1236
Si  0.0777  -0.0301  0.3715
As  0.1949  -0.0669  0.2863
Si  -0.3436  0.2747  0.4281
As  -0.0825  -0.0993  0.1681
As  0.0094  0.0459  0.2601
Si  0.0802  -0.06  0.3854
Si  0.0086  0.0104  0.4176
Si  0.1524  -0.5468  0.2313
Si  0.0398  0.0757  0.5101
Si  0.1551  -0.0891  -0.0375
Si  0.1861  -0.0159  0.4174
Si  -0.2618  0.3728  0.2984
O  -0.0293  0.0857  -0.1836
O  -0.0379  -0.0185  -0.2208
O  -0.0265  0.0217  0.0374
O  -0.0082  -0.0179  -0.4039
O  -0.1404  0.4818  -0.3237
O  0.0276  -0.0143  -0.2315
O  0.0478  -0.0901  -0.0598
O  -0.0998  0.1271  0.4364
O  0.0718  -0.1841  -0.3031
O  -0.0659  -0.1319  -0.0364
O  0.0187  0.0636  0.3801
O  -0.1437  -0.1364  0.1162
O  0.1147  0.1353  0.5524
O  0.0967  -0.0437  0.1766
O  0.0422  -0.0674  -0.0002
O  0.1127  -0.0054  0.3844
O  -0.1005  -0.0311  0.5682
O  -0.0386  0.0978  0.128
Si  0.1253  -0.0021  -0.2613
Si  0.0937  -0.0205  0.163
Si  -0.0408  -0.0974  0.0874
Si  0.0173  -0.0205  0.2633
Si  -0.0768  -0.003  -0.0305
Si  -0.0264  -0.1697  -0.2496
Si  -0.116  0.1485  -0.1139
Si  0.104  0.0352  0.1692
Si  -0.0026  0.0459  0.1695
Si  -0.0134  -0.0851  0.0446
Si  -0.0098  0.0215  0.1419
Si  -0.034  0.0494  0.0517
Si  0.2051  0.054  -0.1568
Si  0.0103  0.1934  0.0691
Si  0.1289  0.058  0.1975
Si  0.1659  -0.0259  0.0161
Si  0.0996  -0.0042  -0.2324
Si  -0.063  -0.1229  -0.1637
Si  0.0545  -0.0183  0.0577
Si  0.0284  -0.2886  -0.2069
Si  0.0287  0.0423  -0.0345
Si  0.066  0.0557  0.0242
Si  0.0166  -0.108  0.1256
Si  -0.0466  -0.0589  0.3491
Si  0.1162  0.062  0.1843
Si  0.01  -0.0137  0.0549
Si  -0.0876  0.1814  -0.1294
Si  -0.0897  -0.0626  -0.0674
Si  0.0723  -0.0921  -0.0079
Si  -0.0667  -0.0102  -0.0022
Si  0.0434  0.0317  0.0296
Si  0.0375  0.0391  0.1185
Si  -0.0054  -0.0336  -0.0801
Si  0.0047  0.1479  -0.0264
Si  0.1698  -0.0387  -0.0302
Si  -0.0336  -0.0475  -0.0584
Si  0.0669  0.0685  0.1389
Si  -0.0386  0.0166  0.0695
Si  -0.0414  -0.0251  0.0982
Si  0.0421  -0.0105  0.0579
Si  -0.0159  -0.1572  -0.0153
Si  -0.0389  -0.0505  -0.3
Si  -0.1553  -0.0462  -0.1938
Si  -0.0264  0.0071  0.0018
Si  0.0639  0.0725  -0.245
Si  -0.0574  -0.2255  -0.0919
Si  0.1226  0.1403  -0.3154
Si  0.0167  0.0256  0.089
O  0.095  -0.0175  0.0876
O  -0.0262  -0.0289  -0.0489
O  -0.0003  0.1378  0.1889
O  0.0007  -0.0083  -0.0037
O  -0.057  0.0431  0.1485
O  0.0199  0.0432  -0.0456
O  -0.0401  0.1144  -0.1059
O  0.0148  -0.0324  0.0516
O  -0.0658  0.089  0.0485
O  -0.0611  -0.0846  -0.1076
O  -0.0087  0.0336  -0.0262
O  0.0087  -0.0237  -0.0108
O  -0.0301  0.0708  0.0972
O  0.0533  0.0435  0.0875
O  0.0044  -0.0173  0.1463
O  -0.0394  -0.0015  0.0237
O  0.0333  0.0275  0.0674
O  0.097  -0.1064  0.0354
O  0.0327  0.0698  0.1209
O  -0.0171  0.0118  -0.0822
O  -0.0163  0.0122  -0.0051
O  0.0238  0.0619  -0.1274
O  -0.0342  0.0938  0.1276
O  0.0281  0.0203  -0.0394
O  -0.0325  0.041  -0.0923
O  0.1954  0.0781  0.2306
O  -0.0045  0.0307  -0.0115
O  -0.0094  -0.0224  0.135
O  0.039  0.0081  0.0055
O  -0.0173  0.0074  -0.0479
O  0.0655  -0.0314  -0.0755
O  0.0221  0.0421  -0.0223
O  -0.0026  0.0341  -0.0701
O  -0.0001  -0.0865  0.1352
O  0.0536  -0.0274  -0.0164
O  -0.0116  -0.0207  -0.083
O  -0.0264  -0.0104  -0.0629
O  -0.0624  -0.0558  0.0589
O  -0.0199  0.0346  0.0019
O  -0.0078  0.0536  -0.0151
O  0.016  0.1228  -0.2245
O  0.0295  -0.0037  0.0557
O  0.0164  -0.0713  -0.1134
O  -0.0133  -0.0254  0.017
O  -0.0408  -0.0164  0.1008
O  -0.044  -0.0233  -0.0264
O  0.0484  -0.0899  0.09
O  -0.0771  0.0368  0.2543
O  0.0087  -0.0122  0.0181
O  -0.12  -0.0839  -0.0245
O  0.0161  -0.0236  0.0438
O  -0.0091  -0.0016  -0.0344
O  -0.0024  -0.006  -0.0121
O  -0.1286  -0.0222  0.2073
O  0.0025  0.0036  -0.01
O  -0.0251  -0.0181  -0.0683
O  0.0126  -0.0083  0.0265
O  0.0439  -0.0294  -0.048
O  0.001  -0.079  -0.1136
O  0.0108  -0.005  -0.0157
O  0.0211  -0.0358  0.0517
O  -0.0342  0.0383  -0.001
O  -0.0702  0.0051  0.1179
O  -0.1017  -0.0496  -0.077
O  -0.0313  0.0107  0.0713
O  -0.0952  -0.0402  0.1296
O  -0.0525  0.0138  -0.0468
O  0.0123  -0.007  -0.1113
O  0.0452  0.0864  -0.0303
O  0.0661  0.0919  0.1443
O  -0.0215  0.0244  -0.0805
O  0  0.0125  0.0132
O  -0.0194  -0.025  -0.1234
O  -0.0372  0.0471  -0.0362
O  -0.0134  0.007  -0.0964
O  0.0099  0.0772  -0.0798
O  -0.0249  -0.0305  -0.0981
O  -0.0494  -0.0416  -0.0163
O  -0.0428  -0.0085  -0.1048
O  -0.0486  0.0087  -0.1137
O  0.0437  0.0099  -0.0338
O  0.0372  -0.0222  -0.0669
O  -0.014  -0.0013  -0.0371
O  0.0003  0.007  0.0799
O  -0.0911  -0.1482  0.1236
O  0.0105  -0.0052  -0.0223
O  0.0449  -0.0187  -0.0654

The program warned: the cutoff lies below the one the program advises for these potential files; the exchange-correlation potential is rough where the density is thin.
